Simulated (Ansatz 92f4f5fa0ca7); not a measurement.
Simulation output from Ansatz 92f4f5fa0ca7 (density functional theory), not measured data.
Periodic cell of 220 atoms, Si132O88, from a study of silicon, its oxide and their interface. The atomic structure is a simulated model.
This geometry differs little from another in the collection (a relaxation step or a small displacement).

Settings
functional: r2SCAN
potential files: Ansatz PAW
basis: plane waves
wave-function cutoff: 800 eV
density cutoff ratio: 5
exchange-correlation grid ratio: 1
k mesh: 1 x 1 x 1, shifted by 0.5 0.5 0 of a step
self-consistency stop: 1e-10 eV per atom in the density residual
occupations: fixed
spin: none
net charge: 0

Cell vectors (angstrom)
a 10.88 0 0
b 0 10.88 0
c 0 0 31.5335

Atoms: element, x, y, z (angstrom)
Si 0.2462 0.0397 -0.5648
Si 2.1853 3.1531 -0.0467
Si -0.1275 5.2716 0.2039
Si 2.563 8.7193 -0.5096
Si 5.3607 0.1868 0.2228
Si 7.7681 2.806 -0.1638
Si 5.5717 5.0968 -0.176
Si 8.5089 7.4528 -0.1323
Si 1.1935 1.4097 1.1428
Si 3.9307 4.133 1.2088
Si 1.2351 6.6944 1.3908
Si 3.9264 9.5757 1.2307
Si 6.7601 1.4507 1.4598
Si 9.2944 3.897 1.2879
Si 6.7438 6.6135 1.1687
Si 9.2782 9.2561 1.2561
Si -0.169 2.6058 2.6186
Si 2.5941 0.0773 2.5668
Si -0.0348 8.1955 2.6499
Si 2.6891 5.4485 2.6948
Si 5.3048 2.8073 2.6658
Si 8.0685 -0.1099 2.65
Si 5.3635 8.1086 2.4667
Si 8.0584 5.3643 2.651
Si 1.2623 4.0246 3.9322
Si 3.9919 1.3721 3.9675
Si 1.3142 9.5731 3.9848
Si 4.0694 6.8189 3.9734
Si 6.708 4.0915 4.046
Si 9.4387 1.2555 4.0156
Si 6.6679 9.4563 3.9422
Si 9.4624 6.7735 3.9434
Si -0.0192 0.0086 5.3846
Si 2.6568 2.7333 5.3276
Si -0.0434 5.43 5.3059
Si 2.7093 8.1991 5.3113
Si 5.3754 -0.0101 5.3096
Si 8.1019 2.69 5.3333
Si 5.4025 5.4831 5.3757
Si 8.1085 8.152 5.2912
Si 1.3577 1.3783 6.7212
Si 4.0419 4.0895 6.6825
Si 1.352 6.7996 6.648
Si 4.0521 9.538 6.7072
Si 6.7637 1.3371 6.6859
Si 9.4929 4.0681 6.6763
Si 6.7817 6.8318 6.6957
Si 9.4906 9.5015 6.6655
Si 0.0156 2.754 8.0554
Si 2.7511 0.0482 8.0789
Si 0.032 8.1962 8.0083
Si 2.7142 5.4561 8.0427
Si 5.4175 2.7239 8.0342
Si 8.176 0.0054 8.0292
Si 5.4354 8.1872 8.055
Si 8.1534 5.4734 8.0126
Si 1.4038 4.0867 9.4344
Si 4.1205 1.3839 9.4782
Si 1.4062 9.5574 9.4008
Si 4.0759 6.8166 9.404
Si 6.7941 4.1081 9.3454
Si 9.5861 1.3442 9.3844
Si 6.8045 9.5601 9.3842
Si 9.5523 6.8382 9.3287
Si 0.1215 0.051 10.8073
Si 2.7564 2.7211 10.8717
Si 0.0524 5.5324 10.6861
Si 2.7872 8.2352 10.7714
Si 5.5281 0.029 10.8252
Si 8.2193 2.764 10.6237
Si 5.4291 5.4326 10.744
Si 8.2266 8.2335 10.6668
Si 1.4778 1.333 12.3321
Si 4.1196 4.0947 12.2226
Si 1.3543 6.9281 12.075
Si 4.1735 9.5312 12.2081
Si 6.956 1.4639 12.0685
Si 9.6178 4.0889 11.935
Si 6.8656 6.8404 11.9377
Si 9.5764 9.5918 12.0624
Si 0.0839 2.89 13.4351
Si 2.9299 -0.0253 13.7643
Si -0.0994 8.1879 13.4717
Si 2.6541 5.5418 13.4103
Si 5.5731 2.6873 13.4999
Si 8.3605 0.1594 13.4361
Si 5.7378 8.2186 13.4188
Si 8.1936 5.4187 13.1749
Si 1.0753 4.5113 14.7704
Si 4.7083 1.005 14.9196
Si 1.9585 9.4225 15.4078
Si 3.641 6.7759 15.0456
Si 7.106 4.0171 14.6295
Si 9.6237 2.2507 15.2091
Si 6.9735 9.7552 14.6553
Si 9.5981 6.5506 14.5822
Si -1.7857 -3.6726 19.0371
Si -2.4034 7.6788 16.2708
Si 6.502 6.7651 18.2842
Si 0.4261 3.1202 20.337
Si 5.0498 2.6237 17.4295
Si 3.1816 0.1412 20.8667
Si 10.2141 1.0923 19.8257
Si -6.8662 12.3745 24.9304
Si 5.759 -0.8503 22.1074
Si -1.3344 5.5366 21.3702
Si -0.593 6.5599 24.2322
Si 1.7022 0.187 18.1431
Si 5.0409 2.4294 20.3668
Si 0.917 13.8118 17.3171
Si 5.0855 4.8217 16.8
Si -4.1249 4.238 22.1469
Si 11.218 0.1347 22.3481
Si -6.6471 17.3677 25.7398
Si 7.2169 12.0428 18.8226
Si 7.0846 9.2431 19.5103
Si -9.2506 13.4933 23.0624
Si -4.6738 5.847 24.6584
Si 9.7035 9.509 24.4742
Si 6.7676 1.7016 23.7933
Si 7.3384 15.1735 27.0149
Si 1.6 5.0435 25.0486
Si -4.0666 8.7107 24.3947
Si 4.1283 9.4375 28.7389
Si 4.3717 9.4011 25.7117
Si -1.7216 12.1319 25.872
Si 7.0635 -1.4236 29.7181
Si 4.1255 12.14 30.0384
Si 5.1215 5.5035 28.3869
Si 10.0306 4.1203 25.9906
Si 9.0014 11.8267 29.0415
Si 4.9907 2.6746 27.5713
O -1.29 5.2599 -6.6183
O -0.3471 0.6847 -1.9518
O -1.0894 -0.5747 0.1029
O 1.0274 4.2602 -0.5456
O -7.7624 5.3328 -6.0567
O 1.3021 9.7114 -0.8353
O 6.2751 11.3553 -8.6681
O 2.01 7.3184 0.0706
O 1.386 4.0023 -7.706
O 3.9533 10.7401 -6.6452
O 8.3514 2.0941 -1.5203
O 6.6325 3.9083 -0.6341
O 4.979 5.7798 -1.5577
O 9.7065 6.368 -0.5649
O 17.39 10.0506 -0.4252
O -0.136 5.5309 15.2132
O 2.8959 12.8686 23.8752
O 4.3088 1.63 16.3796
O 1.7973 -0.8551 16.9105
O -0.9439 7.9786 24.9397
O 1.5962 3.9018 16.2104
O 6.6016 2.0841 17.6319
O 5.1021 7.2927 14.6136
O 2.7892 -2.8429 15.6014
O 6.3476 4.8811 15.7743
O 9.9809 2.5923 25.4508
O 9.1773 0.7498 14.7756
O 5.8028 10.7161 15.3105
O 8.0758 9.1748 15.7404
O 0.5243 -1.8194 14.739
O -0.1191 -1.0871 23.2855
O -0.4788 2.371 16.6516
O -3.9027 10.48 18.4755
O -1.3104 7.5 17.5033
O 1.6667 13.8026 21.4325
O 8.2882 3.1589 15.3625
O -2.8895 5.0528 21.4764
O 7.8285 -4.6956 18.9903
O 5.5719 3.76 21.1215
O -3.0732 1.2846 24.9624
O 4.3811 2.6985 18.9091
O -0.9731 6.441 22.667
O 1.0009 6.4309 24.4844
O -3.5256 13.7978 22.8956
O 10.0226 6.4984 20.1275
O 17.7409 -1.1407 20.9972
O 6.9981 4.7286 25.504
O 11.6485 3.6436 18.7951
O 5.3885 13.0705 24.4593
O -9.0717 10.7954 21.6927
O -0.4905 4.1865 21.1403
O 6.0196 8.0865 19.0897
O 3.8378 5.6619 16.2073
O 8.7815 1.4055 19.1285
O 14.665 7.967 25.1909
O 2.835 10.7966 19.2883
O -4.8734 5.2413 23.1731
O -0.8168 0.2586 21.2147
O 5.4102 5.6113 18.1921
O 0.2269 0.1533 18.8219
O -8.9847 1.6723 17.5435
O 3.9047 1.5815 21.1439
O 3.9754 1.9814 26.4967
O 2.9353 13.2449 30.2381
O 0.7095 15.3664 26.3116
O -6.5868 20.8759 21.4245
O 3.7657 20.4094 27.1902
O 4.3808 4.1195 27.973
O -4.5178 12.395 20.1522
O -6.3847 6.6175 27.3746
O -3.8705 7.2216 16.8177
O -2.7336 9.5319 24.0289
O -2.2913 -2.2236 19.5364
O 8.0875 -0.3843 29.0525
O -1.8636 1.365 27.4831
O 6.7148 5.3493 28.0712
O -5.1064 8.8093 23.1613
O 0.4326 12.3951 23.2016
O 5.7385 9.222 28.8152
O 6.0081 20.1877 25.6836
O 3.5116 10.8025 29.3694
O 3.3456 8.3334 29.6378
O 5.1487 1.801 28.9153
O -3.7032 7.1583 24.6145
O 8.9452 4.2216 27.2042
O 6.5475 2.8791 27.1473
O -0.9919 10.7031 25.5658
O 7.8829 -2.7936 30.0164

Results
free energy: -134615.275 eV
free energy less fixed offsets of O -570.45, Si -639.56 eV per atom: 6.245 eV

Forces (eV/angstrom), in the order of the atoms: element, x, y, z
Si 0.0007 0.0017 -0.0005
Si -0.0006 -0.001 -0.0004
Si 0.0005 0.0013 0.0003
Si 0.0002 0.0019 -0.0009
Si -0.0026 -0.0006 -0.0009
Si -0.0013 -0.0005 -0.0005
Si 0.0006 -0.0001 0.0002
Si 0.0006 0.0024 -0.0011
Si 0.0002 -0.0002 0.0004
Si -0.0005 -0.0004 0.0002
Si -0.0019 0.0005 0.0001
Si 0.0001 0.0005 0.0007
Si 0.0003 0.0007 -0.0005
Si 0 0.0012 -0.0005
Si -0.0014 -0.0003 -0.0006
Si 0.0005 -0.0006 0
Si 0.0014 0.0004 -0.0001
Si 0.0002 0.0008 0.0005
Si 0.0006 0 -0.0003
Si -0.0001 0.0006 -0.0002
Si 0.0001 0.0005 0.0001
Si 0.0004 0.0005 0.0005
Si 0.0003 0.0011 -0.0005
Si 0.0001 0.0009 -0.0003
Si -0.0002 0.0007 -0.0002
Si 0.0002 0.0002 -0.0003
Si 0.0003 0.0004 0.0007
Si 0.0004 0.0001 0.0003
Si 0.0004 0 -0.0008
Si 0 0.0009 0.0002
Si 0 0.0003 0.0001
Si -0.0006 0.0005 0.0001
Si 0.0004 0.0007 -0.0003
Si 0.0002 0.0007 -0.0005
Si 0.0001 0.0008 -0.0004
Si -0.0001 0.0009 -0.0001
Si 0.0002 0.0008 -0.0003
Si -0.0004 0.0004 -0.0001
Si -0.0002 0.0005 -0.0004
Si 0.0001 0.0004 -0.0004
Si 0.0004 0.0004 -0.0001
Si -0.0002 0.0008 -0.0002
Si -0.0004 0.0004 -0.0001
Si 0.0001 0.0002 -0.0001
Si -0.0002 0.0004 0
Si 0.0002 0.0005 0.0001
Si 0.0001 0.0003 -0.0002
Si -0.0004 0.0007 -0.0001
Si 0 0.0006 -0.0001
Si 0.0002 0.0005 0
Si 0.0003 0.0005 -0.0001
Si -0.0001 0.0005 -0.0003
Si 0.0001 0.0007 -0.0001
Si 0.0002 0.0006 -0.0001
Si 0 0.0006 -0.0003
Si 0 0.0005 -0.0003
Si -0.0001 0.0005 -0.0002
Si -0.0004 0.0003 -0.0001
Si -0.0004 0.0004 0.0001
Si -0.0001 0.0007 -0.0002
Si 0.0002 0.0002 0.0001
Si 0.0002 0.0004 0
Si 0 0.0001 0.0001
Si -0.0004 -0.0005 0.0001
Si 0.0001 -0.0001 -0.0003
Si 0.0003 0.0006 -0.0004
Si -0.0003 0.0007 0.0001
Si 0.0004 0.0008 0.0003
Si 0.0005 0.001 0.0002
Si -0.0002 0.0004 0
Si -0.0005 0.0004 -0.0002
Si 0.0004 0.001 -0.0004
Si 0.0001 0.0007 -0.0001
Si 0.0004 0.0006 -0.0007
Si -0.0007 -0.0001 0
Si 0.0009 0.0007 -0.0008
Si 0.0006 0.0006 0.0011
Si 0.0005 0.0009 -0.0003
Si 0.0001 0 -0.0008
Si -0.0004 0.0007 -0.0002
Si 0 -0.0003 -0.0012
Si -0.0002 0.0006 0.0001
Si -0.0002 0.0015 -0.0008
Si 0.0008 0.001 -0.0007
Si -0.0002 -0.0004 -0.0003
Si -0.0031 -0.0011 -0.0028
Si 0.0015 0.0042 -0.0014
Si 0.0001 0.0006 -0.0007
Si -0.002 -0.0002 0.0007
Si 0.001 0.0006 -0.0014
Si -0.0016 0 0.0009
Si -0.0028 -0.0011 -0.0013
Si -0.0001 -0.0008 0
Si -0.0017 -0.0008 0.0006
Si 0.0003 0.0011 -0.001
Si -0.0008 -0.0005 -0.0003
Si -0.0018 0.0029 -0.0024
Si 0.0009 0.0005 0.0007
Si -0.0007 0.001 0.0003
Si 0.0001 0.001 0.0009
Si 0.0007 0.0011 -0.0001
Si 0.0019 0 0.001
Si 0.0008 -0.0018 -0.0001
Si -0.0005 0.0003 0.0007
Si 0.0001 0.0003 -0.0011
Si -0.0007 -0.0001 0.0003
Si 0 -0.0005 0
Si -0.0003 -0.0002 -0.0001
Si -0.0005 -0.0007 -0.0012
Si -0.0004 0.0007 -0.0019
Si -0.0001 -0.0001 -0.0003
Si 0 -0.0004 -0.0008
Si 0.0022 -0.0004 0.0002
Si -0.0008 0.0013 -0.0002
Si -0.0018 -0.0012 -0.0015
Si 0.0003 0.0019 -0.0004
Si 0.0005 -0.001 0.0003
Si 0.0003 -0.0005 -0.0004
Si -0.0004 -0.0013 -0.001
Si -0.0007 -0.0008 -0.0009
Si -0.0009 0 -0.0001
Si -0.0013 -0.0001 0.0002
Si -0.0003 0.0014 -0.0006
Si 0.0009 0.0007 0.0007
Si -0.0001 0 -0.0007
Si 0.0004 -0.0004 -0.0008
Si 0.0005 0.0005 0.0008
Si -0.0001 0.0007 0.0019
Si 0.0005 -0.0004 -0.0001
Si -0.0001 0.0004 0.0007
Si -0.0007 -0.0006 0.0005
Si 0.0004 -0.0005 -0.0001
O -0.0001 0.0003 -0.0004
O 0.0001 0.0007 -0.0009
O -0.0007 0.0008 0.0001
O 0.0001 0.0005 -0.0007
O 0.001 0.0002 0.0004
O 0.0005 -0.0006 -0.0001
O 0.0009 0.001 0.0001
O 0.0014 -0.0002 -0.0003
O -0.0002 -0.0001 -0.0009
O -0.0004 0.0003 -0.0002
O 0.0002 0.0004 0.001
O 0.0013 0.0022 -0.0004
O 0 0.0005 0.001
O 0.0002 -0.0009 0.0016
O 0.0028 -0.0001 -0.0006
O -0.0007 0.0013 -0.0002
O -0.0009 0.0007 -0.0004
O 0 -0.0002 0.0001
O 0.0001 0.0002 -0.0003
O -0.0002 0.0006 0
O -0.0007 0.0004 0.0001
O -0.0007 -0.0002 0.0003
O -0.0011 -0.002 0.0022
O 0.0014 0 -0.001
O -0.0001 0.0011 -0.0012
O -0.0001 -0.0005 -0.0003
O 0.0014 0.0015 0.0017
O -0.0009 0.0003 0.0005
O -0.0001 0.0007 -0.0007
O -0.0005 -0.0007 -0.0012
O 0.0001 -0.0008 0.0004
O 0.0005 -0.0001 -0.0004
O 0.0012 -0.0004 0.002
O -0.0016 -0.0009 0.0006
O -0.0004 0.0006 0.0002
O 0.0011 0.001 0.0013
O -0.0009 0.0001 -0.0004
O 0.0006 0.0005 -0.0008
O 0.0002 0.0014 0
O 0.0002 -0.0002 0.0001
O -0.0001 0.0004 0.0006
O -0.0002 0.0008 -0.0004
O 0 0.0006 0.0002
O -0.0002 0.0008 -0.0009
O 0.0007 0.0001 -0.001
O -0.0002 -0.0004 -0.0025
O 0 -0.0002 -0.0006
O 0 0.0018 0
O 0.0012 0.0014 -0.0004
O 0.0008 0.0004 -0.0005
O -0.0004 0.0002 0.0001
O 0.0001 0.0005 -0.0002
O -0.0002 -0.0007 -0.0001
O -0.0018 -0.0002 -0.0003
O -0.0001 -0.001 -0.0003
O 0.0003 0.0002 -0.0007
O -0.0003 0.0005 -0.0008
O -0.0015 -0.0004 -0.0005
O 0.0005 0.0001 0.0003
O -0.0007 0 -0.0002
O 0.0007 0.0007 -0.0003
O -0.001 -0.0013 -0.0003
O -0.0008 -0.0003 -0.0002
O 0.0003 0.0017 -0.0005
O -0.0004 -0.0002 -0.0002
O -0.0008 0.0019 -0.0013
O -0.0008 -0.0006 0
O -0.0007 0.0012 -0.0002
O -0.0005 0.0006 0.0004
O -0.0009 0.0012 -0.0005
O -0.0004 0.0004 0
O 0.0004 0.0003 -0.0005
O -0.0009 -0.001 0
O -0.0001 0.0007 -0.0005
O -0.0002 0.0014 0.0015
O 0 0.0008 -0.0003
O 0.0001 -0.0005 -0.0003
O -0.0004 0.0005 0.0004
O -0.0001 0.001 0
O 0.0003 0.0006 0.0005
O -0.0004 0.0001 -0.0007
O -0.0002 0 0.0003
O 0.0006 0.0005 -0.0003
O 0.0008 -0.0005 -0.0002
O 0.0008 0 0
O 0.0002 0.0002 0
O 0.0006 0.0003 0.0003
O -0.0005 0.001 0.0006

The program warned: the cutoff lies below the one the program advises for these potential files; the forces do not sum to zero within the program's tolerance; empty levels may hold ghost states of the PAW files; the exchange-correlation potential is rough where the density is thin.
